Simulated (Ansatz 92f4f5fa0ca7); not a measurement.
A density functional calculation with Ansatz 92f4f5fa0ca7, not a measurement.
Periodic cell of 219 atoms, Si133O78H8, from a study of silicon, its oxide and their interface. The atomic structure is a simulated model.
Doubt: the cutoff is low for norm-conserving oxygen, so forces and energies are approximate.
This geometry differs little from another in the collection (a relaxation step or a small displacement).

Settings
functional: HSE06
potential files: SPMS norm-conserving
basis: plane waves
wave-function cutoff: 800 eV
density cutoff ratio: 4
exchange-correlation grid ratio: 1
k mesh: 1 x 1 x 1, Gamma-centred
occupations: fixed
spin: none
net charge: 0

Cell vectors (angstrom)
a, 10.938, 0, 0
b, 0, 10.938, 0
c, 0, 0, 31.5446

Atoms: element, x, y, z (angstrom)
Si, 0.5078, 10.5079, 24.2351
Si, 6.1506, 10.512, 23.9509
Si, 2.254, 3.2319, 24.208
Si, 7.7433, 3.2885, 24.2159
Si, 0.5346, 4.9838, 24.1913
Si, 5.9781, 4.9862, 24.2095
Si, 2.3324, 8.7557, 24.0473
Si, 7.7438, 8.6262, 24.098
Si, 1.3915, 1.3918, 25.4576
Si, 6.8774, 1.3816, 25.357
Si, 4.1187, 4.0991, 25.4042
Si, 9.6061, 4.1371, 25.4185
Si, 1.444, 6.8758, 25.327
Si, 6.8483, 6.8467, 25.4083
Si, 4.1891, 9.6535, 25.2469
Si, 9.5926, 9.5297, 25.3667
Si, 2.8164, 0.0264, 26.7455
Si, 8.2506, 0.0132, 26.7462
Si, -0.0414, 2.7064, 26.7905
Si, 5.4406, 2.6759, 26.7565
Si, 2.7859, 5.5159, 26.7562
Si, 8.2476, 5.5171, 26.7801
Si, -0.0037, 8.1459, 26.7448
Si, 5.4278, 8.2051, 26.7273
Si, 4.1018, 1.3673, 28.1264
Si, 9.5708, 1.3673, 28.1264
Si, 1.3673, 4.1018, 28.1264
Si, 6.8362, 4.1018, 28.1264
Si, 4.1018, 6.8362, 28.1264
Si, 9.5708, 6.8362, 28.1264
Si, 1.3673, 9.5708, 28.1264
Si, 6.8362, 9.5708, 28.1264
Si, 0, 0, 29.4936
Si, 5.469, 0, 29.4936
Si, 2.7345, 2.7345, 29.4936
Si, 8.2035, 2.7345, 29.4936
Si, 0, 5.469, 29.4936
Si, 5.469, 5.469, 29.4936
Si, 2.7345, 8.2035, 29.4936
Si, 8.2035, 8.2035, 29.4936
Si, 1.3673, 1.3673, 30.8609
Si, 6.8362, 1.3673, 30.8609
Si, 4.1018, 4.1018, 30.8609
Si, 9.5708, 4.1018, 30.8609
Si, 1.3673, 6.8362, 30.8609
Si, 6.8362, 6.8362, 30.8609
Si, 4.1018, 9.5708, 30.8609
Si, 9.5708, 9.5708, 30.8609
Si, 2.7345, 0, 0.6835
Si, 8.2035, 0, 0.6835
Si, 0, 2.7345, 0.6835
Si, 5.469, 2.7345, 0.6835
Si, 2.7345, 5.469, 0.6835
Si, 8.2035, 5.469, 0.6835
Si, 0, 8.2035, 0.6835
Si, 5.469, 8.2035, 0.6835
Si, 4.1018, 1.3673, 2.0507
Si, 9.5708, 1.3673, 2.0507
Si, 1.3673, 4.1018, 2.0507
Si, 6.8362, 4.1018, 2.0507
Si, 4.1018, 6.8362, 2.0507
Si, 9.5708, 6.8362, 2.0507
Si, 1.3673, 9.5708, 2.0507
Si, 6.8362, 9.5708, 2.0507
Si, 0, 0, 3.418
Si, 5.469, 0, 3.418
Si, 2.7345, 2.7345, 3.418
Si, 8.2035, 2.7345, 3.418
Si, 0, 5.469, 3.418
Si, 5.469, 5.469, 3.418
Si, 2.7345, 8.2035, 3.418
Si, 8.2035, 8.2035, 3.418
Si, 1.3925, 1.4098, 4.7379
Si, 6.8451, 1.4106, 4.8021
Si, 4.034, 4.0721, 4.7919
Si, 9.5152, 4.0797, 4.7611
Si, 1.3736, 6.8719, 4.8226
Si, 6.8649, 6.9041, 4.8058
Si, 4.0941, 9.5091, 4.7821
Si, 9.5056, 9.525, 4.8115
Si, 2.6889, -0.0371, 6.0573
Si, 8.1602, -0.0023, 6.1954
Si, -0.0264, 2.72, 6.0922
Si, 5.4004, 2.7234, 6.18
Si, 2.6918, 5.4411, 6.2084
Si, 8.1716, 5.4625, 6.153
Si, -0.0707, 8.1676, 6.2327
Si, 5.4946, 8.2301, 6.2578
Si, 4.4429, 0.8511, 7.3562
Si, 10.0582, 0.8748, 7.3314
Si, 0.7947, 4.5128, 7.4111
Si, 6.3076, 4.5829, 7.3515
Si, 4.58, 6.325, 7.3734
Si, 9.9675, 6.2861, 7.4972
Si, 0.849, 10.0683, 7.3335
Si, 6.3183, 10.1613, 7.5505
H, 9.7695, 1.2377, 8.7499
H, 1.2278, 9.802, 8.7517
H, 4.2643, 6.6321, 8.797
H, 6.6648, 4.2649, 8.7636
O, 9.5013, 6.4802, 9.0742
O, 0.976, 3.8843, 8.9228
O, 3.7157, 1.0602, 8.8137
O, 6.699, 10.1181, 9.172
H, 0.1779, 5.2797, 22.7748
H, 2.5819, 2.8717, 22.8006
H, 5.6511, 5.3147, 22.7916
H, 8.0787, 3.0001, 22.7977
O, 10.9766, 0.1389, 22.7796
O, 2.8367, 8.4635, 22.4921
O, 6.1674, 10.9202, 22.3107
O, 7.9476, 8.1129, 22.5384
Si, 4.0048, 10.5771, 19.0255
Si, 8.3385, 7.7959, 21.0238
Si, 6.589, 4.8373, 17.94
Si, 3.979, 9.298, 14.5749
Si, 10.9303, 9.2211, 19.9071
Si, 3.5705, 1.4408, 10.3559
Si, 2.6842, 1.3497, 16.9599
Si, 9.2703, 5.5861, 19.4381
Si, 4.928, 7.7434, 12.0762
Si, 8.995, 6.992, 10.5162
Si, 7.71, 1.4059, 15.6071
Si, 7.1366, 0.5257, 21.1102
Si, 2.6126, 7.4103, 16.4284
Si, 10.2471, 0.661, 21.4703
Si, 10.658, 7.7016, 17.4513
Si, 3.9598, 6.4455, 18.897
Si, 2.4678, 6.2107, 12.0296
Si, 5.8458, 2.578, 12.0019
Si, 0.1921, 8.1923, 12.512
Si, 6.9644, 5.3121, 12.19
Si, 1.4606, 3.7547, 10.4399
Si, 6.7691, 9.7124, 16.1073
Si, 2.9638, 4.948, 14.6378
Si, 8.9383, 8.1798, 14.8628
Si, -0.0957, 4.066, 15.0038
Si, 2.1028, 10.7708, 12.5394
Si, 5.5121, 2.4151, 19.5479
Si, 7.945, 5.362, 15.0279
Si, 6.6429, 9.2222, 18.9964
Si, 10.9626, 2.9781, 19.8616
Si, 4.8605, 2.4747, 14.9907
Si, 2.9406, 3.5796, 19.2041
Si, 2.8021, 8.5069, 20.8815
Si, 10.6429, 2.0594, 16.9758
Si, 6.9746, 9.445, 10.6164
Si, 0.019, 2.0554, 12.612
Si, 8.1974, 0.8027, 12.507
O, 8.845, 6.2787, 20.8344
O, 4.8566, 0.9972, 19.1565
O, 9.9857, 6.6118, 18.4209
O, 6.0528, 6.6224, 12.2186
O, 0.3436, 3.0578, 11.3843
O, 5.2624, 9.6976, 15.4962
O, 7.1099, 8.8809, 17.471
O, 10.5074, 2.2256, 21.2038
O, 6.0908, 3.3131, 18.3054
O, 5.0677, 9.4065, 18.7377
O, 7.9888, 0.8574, 14.1125
O, 7.0922, 0.2771, 16.5651
O, 2.9175, 2.697, 17.8428
O, 3.5739, 7.1935, 11.3593
O, 0.0331, 3.5623, 16.5236
O, 2.7645, 2.8238, 10.5221
O, 8.6515, 0.5051, 21.6558
O, 1.2952, 1.1521, 13.0228
O, 7.9356, 5.0259, 18.7724
O, 1.3173, 7.0578, 12.8061
O, 10.5249, 2.9245, 13.9036
O, 9.1766, 1.7511, 16.2793
O, 6.4187, 2.4422, 15.5425
O, 4.52, 8.1704, 13.5706
O, 7.3076, 4.7251, 13.6789
O, 3.736, 7.2877, 20.2895
O, 1.2481, 8.3505, 20.4356
O, 2.9754, 10.9342, 17.8265
O, 5.0588, 2.2529, 13.3934
O, 4.2476, 3.2578, 20.1227
O, 7.8391, 9.3455, 14.9531
O, 7.3565, 2.0448, 11.9619
O, 10.5214, 2.0812, 18.5807
O, 10.0466, 8.3765, 13.7063
O, 1.0742, 7.1413, 16.7951
O, 1.7948, 5.2561, 10.9308
O, 9.6984, 8.0877, 16.2514
O, 10.2802, 7.6714, 11.2424
O, 5.0493, 1.7337, 10.9007
O, 1.0819, 1.2383, 16.5574
O, 2.8216, 8.7477, 15.5587
O, 3.8131, 1.4454, 15.7558
O, 5.4478, 5.8913, 18.4721
O, 10.9453, 10.7916, 20.2474
O, 7.7024, 10.4053, 11.7224
O, 8.3122, 5.7556, 11.3632
O, 10.2895, 4.4171, 19.7804
O, 6.6561, 2.0212, 20.6325
O, 3.2186, 6.2016, 15.5828
O, 7.1639, 10.5486, 19.7655
O, 2.9783, 5.1572, 18.8884
O, 6.0334, 4.133, 11.5715
O, 3.2457, 9.9906, 20.3378
O, 1.0305, 9.5667, 12.2923
O, 2.8385, 0.228, 11.1489
O, 3.2344, 10.4103, 13.6511
O, 7.0995, 8.0257, 19.9862
O, 10.9041, 9.0469, 18.3059
O, 4.0549, 3.8731, 15.138
O, 7.9591, 6.9235, 14.6866
O, 3.4541, 7.4898, 17.7847
O, 7.0578, 5.0501, 16.3713
O, 7.8936, 8.1514, 10.3377
O, 1.6102, 3.1947, 19.9972
O, 9.5776, 8.7208, 20.6058
O, 9.7587, 1.0553, 12.1956
O, 1.3753, 4.6254, 14.6708
O, 3.2624, 5.2872, 13.0921
O, 5.5483, 8.9701, 11.2335
O, 9.5316, 5.0076, 15.0844

Results
free energy: -50138.224 eV
free energy less fixed offsets of H -15.86, O -447.96, Si -113.29 eV per atom: -2.894 eV
gap between the highest filled and lowest empty level on this k mesh: 1.517 eV

The program warned: the cutoff lies below the one the program advises for these potential files; the forces do not sum to zero within the program's tolerance; the exchange-correlation potential is rough where the density is thin.
